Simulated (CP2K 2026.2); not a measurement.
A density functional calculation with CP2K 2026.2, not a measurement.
Periodic cell of 509 atoms, Si352O157, from a study of silicon, its oxide and their interface. The atomic structure is a simulated model.
Doubt: the forces sum to 2.42 eV/angstrom along one axis rather than to zero, so they err by at least 0.0047 eV/angstrom per atom on average; the grid cutoff is modest.

Settings: functional PBE; method Gaussian and plane waves; basis set DZVP-MOLOPT-SR-GTH; pseudopotentials GTH-PBE; grid cutoff 350 Ry, relative cutoff 50 Ry; k points Gamma only; occupations fixed; spin none; net charge 0.

Cell vectors (angstrom)
a	15.3866	0	0
b	0	15.3866	0
c	-1.7365	-0.4182	38.5782

Atoms and the computed forces on them: element, x, y, z (angstrom), force x, y, z (eV/angstrom)
Si	13.686	14.104	32.421	-0.053	-0.027	0.099
Si	13.178	3.983	31.918	-0.307	-0.149	0.459
Si	13.632	7.075	32.46	0.047	0.122	0.784
Si	13.733	11.599	32.416	0.022	0.301	0.524
Si	2.107	14.1	32.542	0.033	-0.046	0.063
Si	2.198	3.883	32.548	0.001	-0.07	0.652
Si	2.185	7.003	32.567	-0.107	0.072	0.71
Si	2.178	11.652	32.644	-0.059	0.297	0.546
Si	5.866	-0.04	32.525	-0.014	-0.123	0.775
Si	5.982	3.077	32.62	-0.019	0.111	0.748
Si	5.902	7.733	32.5	0.141	-0.178	0.796
Si	6.013	10.874	32.419	-0.035	0.188	0.766
Si	9.687	-0.117	32.406	0.174	-0.169	0.761
Si	9.691	3.033	32.453	0.029	0.169	0.776
Si	9.85	7.724	32.642	-0.109	-0.033	0.76
Si	9.96	10.816	32.483	-0.079	0.138	0.754
Si	0.172	14.726	33.758	-0.013	0.034	0.009
Si	0.236	3.406	33.692	0.399	0.034	0.447
Si	0.185	7.198	33.787	-0.011	0.015	-0.041
Si	0.207	11.154	33.824	0.013	-0.02	-0.056
Si	3.952	14.927	33.809	0.007	0.078	-0.021
Si	4.064	3.457	33.868	-0.015	-0.006	0.023
Si	4.068	7.33	33.9	-0.005	0.003	-0.014
Si	4.127	11.191	33.843	0.029	-0.017	0.005
Si	7.826	15.017	33.813	0.015	0.011	-0.025
Si	7.883	3.357	33.897	0.023	0.022	-0.034
Si	7.85	7.378	33.805	0.005	0.015	-0.054
Si	7.956	11.136	33.729	0.012	-0.018	-0.03
Si	11.737	14.858	33.604	-0.02	0.083	-0.026
Si	11.656	3.469	33.645	-0.035	-0.003	-0.024
Si	11.782	7.366	33.881	-0.001	-0.014	-0.003
Si	11.858	11.11	33.805	0.015	0.008	0.005
Si	0.201	1.41	34.992	0.003	0.044	-0.007
Si	0.124	5.289	35.151	0.05	-0.072	0.015
Si	0.198	9.166	35.104	0.013	-0.003	0.02
Si	0.188	12.982	35.295	-0.003	0.012	-0.004
Si	3.945	1.489	35.162	0.02	0.005	0.017
Si	4.102	5.377	35.216	-0.012	0.004	0.051
Si	4.032	9.263	35.21	-0.021	0.006	0.025
Si	4.126	13.07	35.238	-0.019	0.004	-0.015
Si	7.886	1.472	35.261	0.002	0	0.074
Si	7.878	5.386	35.111	0.003	0	0.013
Si	7.892	9.267	35.195	0.012	-0.008	0.056
Si	7.893	13.052	35.11	-0.002	0.001	0.016
Si	11.815	1.47	34.962	-0.035	-0.023	0.01
Si	11.68	5.35	35.104	-0.008	0.023	0.049
Si	11.837	9.248	35.239	0.001	-0.01	0.033
Si	11.701	13.047	35.135	0.007	-0.001	-0.023
Si	13.683	1.471	36.408	-0.002	-0.009	-0.008
Si	13.6	5.329	36.502	-0.008	0.017	-0.024
Si	13.733	9.199	36.57	-0.014	-0.001	0.001
Si	13.61	13.035	36.552	-0.001	-0.025	-0.017
Si	2.044	1.479	36.498	0.016	0.006	0.024
Si	2.1	5.326	36.488	0.001	-0.009	-0.032
Si	2.093	9.207	36.521	0.014	0.007	-0.006
Si	2.16	13.017	36.565	-0.01	-0.002	-0.022
Si	5.91	1.486	36.529	0.007	0.018	-0.017
Si	6.008	5.363	36.553	-0.024	-0.01	-0.005
Si	5.97	9.239	36.554	0.013	-0.004	-0.029
Si	6.03	13.056	36.566	0.017	-0.011	0.007
Si	9.903	1.481	36.452	0	0.012	-0.032
Si	9.79	5.365	36.49	0.022	-0.007	0.001
Si	9.844	9.23	36.522	-0.013	-0.021	-0.014
Si	9.799	13.046	36.503	-0.011	-0.019	0
Si	13.654	-0.407	37.857	0.017	0.015	0.012
Si	13.652	3.387	37.824	-0.001	-0.006	-0.007
Si	13.663	7.249	37.88	-0.009	0.001	0.009
Si	13.663	11.121	37.917	0.011	0.009	0.012
Si	2.114	14.959	37.885	-0.009	0.026	0.022
Si	2.091	3.411	37.858	0.011	-0.005	-0.007
Si	2.108	7.258	37.856	-0.008	-0.005	-0.006
Si	2.121	11.104	37.915	-0.006	-0.001	0.015
Si	5.978	-0.41	37.911	-0.004	-0.003	0
Si	5.961	3.418	37.88	-0.007	-0.01	-0.002
Si	5.984	7.295	37.892	0.013	0.011	0.006
Si	5.981	11.137	37.923	-0.015	-0.002	0.014
Si	9.843	14.974	37.857	0.009	0.004	0.003
Si	9.83	3.414	37.826	-0.017	0.001	-0.012
Si	9.824	7.286	37.862	-0.008	0.011	0.01
Si	9.815	11.137	37.889	0.003	-0.001	0.003
Si	1.94	-0.012	11.56	-0.002	0.005	-0.001
Si	1.92	3.825	11.557	-0.005	-0.005	-0.007
Si	1.935	7.686	11.56	-0.004	0.003	-0.005
Si	1.934	11.541	11.562	0.004	0.005	-0.001
Si	5.803	-0.02	11.555	0.003	-0.005	-0.004
Si	5.78	3.836	11.515	-0.005	-0.002	-0.013
Si	5.789	7.708	11.556	0.006	0.005	-0.007
Si	5.799	11.551	11.55	-0.004	0.008	-0.004
Si	9.639	0.009	11.551	0	0.002	-0.013
Si	9.627	3.846	11.546	-0.008	0.005	0.001
Si	9.624	7.687	11.555	-0.003	-0.011	-0.007
Si	9.634	11.546	11.554	-0.001	-0.006	-0.003
Si	13.474	-0.026	11.567	-0.002	-0.003	-0.008
Si	13.487	3.835	11.554	0.005	-0.003	-0.005
Si	13.476	7.706	11.575	0.002	0.01	0
Si	13.484	11.549	11.571	0.001	-0.001	0
Si	1.948	1.903	12.925	-0.004	0.003	0.023
Si	1.889	5.75	12.912	0.014	-0.001	-0.002
Si	1.967	9.614	12.912	-0.007	-0.006	0.022
Si	1.911	13.462	12.936	0.008	-0.012	0.006
Si	5.83	1.921	12.879	-0.011	0.01	-0.002
Si	5.728	5.754	12.862	0.012	0.003	0.014
Si	5.828	9.644	12.921	-0.004	-0.016	-0.005
Si	5.805	13.453	12.938	0.019	0.006	0.016
Si	9.602	1.933	12.917	0.011	-0.002	0.001
Si	9.64	5.76	12.913	-0.021	0.014	0.018
Si	9.591	9.615	12.906	0.007	0.007	-0.001
Si	9.687	13.477	12.906	-0.01	-0.007	0.022
Si	13.453	1.902	12.903	0.005	-0.002	0.019
Si	13.504	5.763	12.91	-0.01	0.002	0.009
Si	13.457	9.639	12.939	0.004	-0.002	0.015
Si	13.509	13.453	12.969	-0.019	0.009	-0.002
Si	-0.012	1.851	14.251	0.009	0.012	-0.043
Si	0.001	5.755	14.333	0.005	-0.008	-0.022
Si	0.035	9.622	14.252	-0.001	0	-0.054
Si	0.028	13.457	14.38	-0.003	-0.009	-0.007
Si	3.932	1.924	14.226	-0.003	-0.002	-0.032
Si	3.807	5.747	14.243	-0.026	-0.01	-0.039
Si	3.914	9.625	14.262	0.012	0.007	-0.035
Si	3.839	13.451	14.264	0.002	0.006	-0.025
Si	7.699	1.935	14.319	0.003	0.003	-0.009
Si	7.649	5.744	14.184	0.011	-0.004	-0.055
Si	7.72	9.651	14.344	-0.02	0	-0.021
Si	7.782	13.478	14.257	-0.029	0.006	-0.046
Si	11.518	1.939	14.26	-0.012	0.001	-0.026
Si	11.598	5.754	14.26	-0.007	-0.001	-0.031
Si	11.484	9.645	14.267	0.008	-0.007	-0.038
Si	11.585	13.465	14.324	0.032	-0.003	-0.022
Si	0.008	0.005	15.753	-0.006	-0.013	0.051
Si	-0.036	3.758	15.606	0.008	-0.007	0.049
Si	0.008	7.728	15.651	-0.002	0.017	0.061
Si	0.073	11.492	15.696	0.007	-0.005	0.042
Si	3.914	0.012	15.579	0.005	-0.007	0.013
Si	3.878	3.825	15.608	-0.02	0.02	0.029
Si	3.833	7.678	15.582	-0.012	-0.006	0.024
Si	3.898	11.538	15.644	0.014	-0.02	0.013
Si	7.749	-0.007	15.654	0	-0.021	0.055
Si	7.661	3.891	15.641	0.005	0.02	0.052
Si	7.61	7.632	15.561	0	-0.015	0.035
Si	7.829	11.615	15.699	-0.004	-0.006	0.058
Si	11.555	0.044	15.645	0.002	-0.011	0.026
Si	11.55	3.841	15.648	0.002	0.002	0.034
Si	11.55	7.701	15.576	0.001	0.018	0.012
Si	11.506	11.532	15.695	0.021	0.013	0.022
Si	2.039	0.344	16.923	-0.146	-0.192	-0.766
Si	1.924	3.446	16.833	-0.007	0.104	-0.833
Si	1.957	8.058	16.939	-0.085	-0.162	-0.827
Si	2.026	11.195	17.025	-0.085	0.222	-0.776
Si	5.811	15.042	16.927	0.033	0.172	-0.822
Si	5.747	4.179	17.005	0.038	-0.196	-0.793
Si	5.699	7.321	16.938	0.071	0.135	-0.787
Si	5.858	11.921	16.885	-0.043	-0.096	-0.819
Si	9.668	15.178	17.016	-0.07	0.201	-0.78
Si	9.606	4.216	16.914	-0.022	-0.223	-0.829
Si	9.572	7.327	16.753	0.023	0.05	-0.773
Si	9.687	12.003	17.182	0.019	-0.3	-0.836
Si	13.413	0.353	17.039	0.135	-0.216	-0.793
Si	13.454	3.483	16.99	0.021	0.182	-0.862
Si	13.442	8.042	16.928	0.049	-0.159	-0.825
Si	13.467	11.157	16.892	0.077	0.141	-0.795
Si	1.349	1.421	25.504	0.092	0.002	0.037
Si	1.587	5.738	19.001	-0.115	0.057	-0.284
Si	0.18	6.042	26.685	-0.11	0.058	0.026
Si	1.63	13.519	19.011	0.111	-0.03	-0.158
Si	2.07	14.704	21.796	0.078	0.026	-0.048
Si	4.579	9.526	21.739	0.033	0.037	-0.051
Si	8.904	8.482	19.484	-0.097	-0.03	-0.176
Si	3.023	3.275	23.562	-0.017	-0.119	0.038
Si	6.131	1.894	19.164	0.038	0.027	-0.285
Si	8.422	6.513	21.549	-0.01	0.096	-0.03
Si	12.922	11.838	21.269	0.016	0.105	-0.089
Si	10.083	1.93	22.123	0.157	0.082	-0.09
Si	13.863	13.447	18.981	-0.098	0.012	-0.145
Si	13.832	5.79	19.104	0.074	-0.008	-0.324
Si	8.818	0.143	26.342	0.006	-0.115	0.085
Si	13.014	6.728	21.837	0.032	0.019	0.004
Si	12.715	2.074	23.99	-0.12	-0.04	0.155
Si	10.424	7.823	23.158	0.046	0.024	-0.125
Si	4.361	1.205	21.722	-0.025	-0.109	-0.145
Si	9.403	5.455	30.501	-0.141	-0.121	0.327
Si	12.473	13.759	28.439	0.013	0.085	0.064
Si	2.677	5.678	21.86	0	0.049	0.017
Si	6.136	1.714	26.899	-0.024	-0.027	0.063
Si	7.868	12.988	28.049	-0.07	0.04	0.139
Si	-0.956	9.391	22.305	-0.078	0.005	0.024
Si	3.842	-0.128	26.48	-0.042	-0.041	0.037
Si	6.022	9.614	19.068	0.035	-0.145	-0.237
Si	14.211	9.651	25.371	0.121	-0.063	-0.003
Si	10.162	10.916	20.177	-0.064	0.148	-0.273
Si	4.44	14.326	23.541	-0.072	-0.051	-0.091
Si	5.785	11.471	23.717	0.037	0.019	0.129
Si	8.678	11.953	22.786	0.059	-0.156	-0.073
Si	10.012	13.082	30.237	-0.066	0.004	0.157
Si	9.276	2.057	19.199	-0.073	-0.077	-0.266
Si	-1.156	9.359	30.269	0.001	0.109	0.272
Si	8.31	8.301	26.547	0.026	0.072	0.127
Si	6.289	10.558	26.755	-0.086	0.089	-0.018
Si	10.878	5.638	25.231	0.026	-0.074	-0.05
Si	0.502	3.216	27.821	-0.055	-0.082	0.094
Si	1.931	8.409	22.698	-0.003	-0.028	0.05
Si	9.074	4.334	23.362	-0.07	0.136	0.012
Si	2.678	2.305	29.916	-0.023	0.03	0.149
Si	4.814	3.96	25.85	-0.042	-0.081	-0.009
Si	13.303	7.922	27.672	0.153	0.075	0.213
Si	11.705	1.059	26.938	0.129	0.027	0.042
Si	5.606	6.777	22.473	-0.078	-0.05	-0.117
Si	6.899	5.91	25.031	0.059	-0.025	0.006
Si	9.653	14.745	23.359	0.08	-0.156	0.203
Si	12.402	11.78	26.179	0.013	0.022	0.05
Si	-1.232	-0.317	30.348	-0.133	-0.256	0.585
Si	13.15	2.424	29.265	0.002	-0.001	0.155
Si	10.185	10.19	24.789	0.007	-0.038	0.037
Si	12.465	13.494	23.738	0.059	0.023	-0.111
Si	1.792	14.911	30.382	0.166	-0.247	0.61
Si	4.982	3.71	28.596	-0.047	-0.031	0.086
Si	3.368	10.165	27.867	0.019	0.032	0.122
Si	5.688	13.148	30.227	0.089	-0.103	0.183
Si	13.653	5.091	24.463	0.047	-0.041	-0.035
Si	1.997	9.403	30.461	-0.044	0.087	0.234
Si	1.737	8.543	25.733	-0.094	-0.063	0.053
Si	3.06	13.033	28.498	0.045	0.114	0.132
Si	-0.456	-0.018	23.537	0.11	0.048	0.009
Si	6.302	5.451	30.487	-0.013	0.001	0.275
Si	10.396	6.618	27.9	-0.062	0.093	0.108
Si	1.923	-0.004	0.657	-0.005	-0.017	0.003
Si	1.911	3.838	0.642	0.007	0.006	-0.003
Si	1.936	7.673	0.662	-0.012	0.008	-0.009
Si	1.936	11.55	0.691	-0.007	0.028	0.006
Si	5.776	-0.002	0.671	0.01	-0.013	0.009
Si	5.763	3.839	0.646	0.002	-0.001	0
Si	5.774	7.687	0.646	0.013	-0.007	-0.003
Si	5.784	11.532	0.687	0.005	0.002	0.007
Si	9.656	0.023	0.658	-0.002	-0.005	0.004
Si	9.644	3.825	0.634	-0.001	-0.013	-0.008
Si	9.645	7.704	0.664	0	0.002	-0.002
Si	9.643	11.543	0.688	-0.006	0.003	0.005
Si	13.484	0.001	0.659	0.004	-0.022	0.012
Si	13.476	3.832	0.631	0.01	0.001	-0.001
Si	13.475	7.689	0.658	0.009	0.014	0.005
Si	13.47	11.532	0.678	0	0	0.007
Si	1.929	1.921	2.015	0.009	0.001	-0.004
Si	1.931	5.754	2.02	0.004	-0.002	0.005
Si	1.932	9.605	2.022	-0.005	0.001	-0.001
Si	1.933	13.473	2.04	0.002	-0.007	0.008
Si	5.78	1.925	2.023	0.012	0.001	0.002
Si	5.775	5.763	2.011	-0.01	-0.006	-0.001
Si	5.783	9.6	2.028	0.005	0.008	0
Si	5.778	13.463	2.035	-0.021	0	0.006
Si	9.642	1.93	2.03	0.009	0.001	0.01
Si	9.638	5.758	1.999	0.003	0.01	-0.01
Si	9.64	9.615	2.039	0.004	0	0.01
Si	9.641	13.48	2.023	0.006	-0.01	0.001
Si	13.472	1.924	2.017	-0.017	0	0.004
Si	13.481	5.755	2.005	0.003	-0.001	-0.004
Si	13.473	9.606	2.03	-0.025	-0.002	0.005
Si	13.483	13.464	2.025	0.013	0	0.003
Si	0.009	1.922	3.381	-0.002	-0.002	0
Si	0.009	5.763	3.381	0.005	0.009	0.002
Si	0.013	9.608	3.388	-0.005	0.007	0
Si	0.011	13.461	3.395	0.002	-0.001	-0.001
Si	3.853	1.923	3.38	-0.007	-0.005	0
Si	3.857	5.761	3.381	-0.008	0	0.001
Si	3.856	9.608	3.385	-0.001	0.003	-0.006
Si	3.859	13.465	3.396	-0.005	0.011	-0.001
Si	7.708	1.926	3.38	0.003	-0.006	0
Si	7.71	5.763	3.365	-0.004	-0.007	-0.001
Si	7.708	9.608	3.387	0.005	-0.01	-0.001
Si	7.712	13.467	3.382	-0.005	0.006	-0.005
Si	11.561	1.926	3.391	-0.001	-0.001	0.005
Si	11.556	5.761	3.371	0.007	-0.01	0
Si	11.559	9.611	3.398	0.006	-0.001	0.002
Si	11.56	13.466	3.387	0.005	0.002	-0.003
Si	0.011	0.001	4.748	-0.002	-0.012	-0.003
Si	0.013	3.843	4.747	-0.003	0.006	-0.003
Si	0.012	7.685	4.747	-0.004	-0.004	-0.004
Si	0.014	11.533	4.749	0.001	0.008	-0.001
Si	3.859	0.003	4.749	0.003	-0.006	0
Si	3.857	3.842	4.748	0.01	0.001	-0.001
Si	3.857	7.686	4.745	-0.005	-0.002	-0.004
Si	3.859	11.534	4.747	-0.006	0.005	-0.001
Si	7.709	0.002	4.744	-0.001	0.008	-0.001
Si	7.708	3.848	4.742	0.001	-0.009	-0.001
Si	7.709	7.681	4.742	0.005	0.01	-0.002
Si	7.709	11.538	4.742	0	-0.008	-0.006
Si	11.559	0	4.748	0.002	0.004	-0.002
Si	11.558	3.848	4.748	0.001	-0.007	0
Si	11.557	7.681	4.744	-0.002	0.01	-0.003
Si	11.559	11.541	4.748	-0.002	-0.006	-0.005
Si	1.935	-0.005	6.107	-0.002	0.01	0
Si	1.935	3.844	6.113	0.001	-0.007	0.004
Si	1.935	7.687	6.11	0	0.008	0.005
Si	1.937	11.536	6.11	-0.004	-0.006	0.003
Si	5.785	0.001	6.106	-0.006	0	0.003
Si	5.783	3.842	6.105	-0.003	0.001	0.003
Si	5.783	7.689	6.105	-0.004	-0.008	0.002
Si	5.785	11.536	6.105	-0.004	0.007	0
Si	9.634	0.001	6.105	0.004	-0.009	0.002
Si	9.632	3.845	6.107	0.007	0.007	0.006
Si	9.634	7.688	6.105	0.009	-0.016	0.004
Si	9.633	11.535	6.104	0.005	0.008	0.001
Si	13.478	-0.004	6.112	-0.003	0.004	0.004
Si	13.479	3.847	6.112	0	-0.001	0.005
Si	13.477	7.686	6.11	0.001	0	0.005
Si	13.479	11.538	6.112	-0.001	-0.001	0.005
Si	1.935	1.914	7.469	-0.002	-0.013	0.001
Si	1.934	5.769	7.477	0	0.008	0.003
Si	1.937	9.614	7.471	-0.003	0.004	0
Si	1.937	13.46	7.472	0.002	0.004	-0.002
Si	5.785	1.92	7.471	0.004	-0.001	0.004
Si	5.778	5.766	7.466	0.004	-0.007	0
Si	5.785	9.614	7.471	0.003	0.001	0.001
Si	5.784	13.461	7.463	0.005	0.004	0.001
Si	9.635	1.921	7.47	-0.001	-0.002	0.004
Si	9.637	5.769	7.468	-0.009	0.002	0.001
Si	9.635	9.613	7.47	-0.001	0.001	-0.002
Si	9.636	13.46	7.46	-0.005	-0.003	-0.002
Si	13.478	1.92	7.468	0.002	0.002	-0.001
Si	13.479	5.768	7.478	0.001	0	0
Si	13.477	9.612	7.47	-0.002	-0.002	-0.001
Si	13.481	13.46	7.475	-0.001	0.002	0.003
Si	0.012	1.911	8.829	-0.003	0.003	-0.008
Si	0.012	5.771	8.843	-0.003	-0.003	0.003
Si	0.013	9.615	8.831	-0.003	0.001	-0.003
Si	0.017	13.46	8.838	0	-0.001	-0.001
Si	3.857	1.909	8.83	-0.013	0.007	-0.004
Si	3.86	5.768	8.837	0.013	-0.004	0
Si	3.859	9.619	8.835	-0.014	0	0.001
Si	3.865	13.46	8.83	0.003	-0.001	-0.004
Si	7.711	1.918	8.829	-0.003	0.001	0.003
Si	7.707	5.771	8.816	0.006	-0.001	-0.004
Si	7.712	9.616	8.832	0.002	-0.002	0.002
Si	7.713	13.462	8.815	-0.002	-0.001	-0.007
Si	11.561	1.921	8.833	0.016	-0.005	-0.003
Si	11.555	5.769	8.839	-0.003	-0.002	0
Si	11.558	9.614	8.837	0.014	0.003	-0.002
Si	11.553	13.458	8.831	-0.015	0	-0.003
Si	0.013	-0.005	10.202	-0.004	0.001	0.002
Si	0.011	3.832	10.184	0.005	-0.002	0.002
Si	0.009	7.702	10.202	0.003	-0.001	0.005
Si	0.014	11.535	10.198	-0.002	0.004	0.002
Si	3.868	-0.012	10.201	0.002	0	-0.003
Si	3.843	3.832	10.185	0.007	-0.008	-0.001
Si	3.861	7.697	10.197	0.005	-0.001	0.004
Si	3.863	11.545	10.201	0.002	0.002	-0.003
Si	7.718	-0.012	10.186	0.001	-0.005	0.002
Si	7.711	3.852	10.174	-0.004	0.004	-0.001
Si	7.706	7.686	10.187	0.004	-0.008	0.003
Si	7.716	11.549	10.184	-0.001	0.007	-0.003
Si	11.56	-0.006	10.192	-0.002	0.003	-0.004
Si	11.558	3.842	10.197	-0.001	-0.001	0.001
Si	11.556	7.694	10.204	-0.007	-0.001	0.002
Si	11.561	11.539	10.2	-0.005	0	-0.003
O	-0.812	3.293	32.402	0.154	-0.143	-0.146
O	2.274	14.78	18.23	0.2	-0.074	0.452
O	2.004	1.911	17.42	0.153	0.053	0.323
O	1.869	4.452	18.091	-0.026	-0.095	0.3
O	2.013	7.102	18.252	0.046	-0.056	0.474
O	2.013	9.613	17.477	0.233	0.107	0.517
O	11.498	2.111	22.907	0.122	0.207	-0.246
O	5.228	1.75	20.485	0.033	0.062	0.294
O	0.449	2.39	26.428	-0.54	-0.117	-0.407
O	9.144	-0.128	24.795	-0.106	0.298	-0.246
O	5.778	13.474	17.428	0.146	0.062	0.23
O	9.694	0.731	18.355	0.081	0.108	0.181
O	1.379	7.079	26.333	0.371	-0.399	-0.129
O	13.393	3.523	24.221	0.153	-0.089	-0.005
O	0.03	5.817	19.392	0.028	0.068	0.291
O	9.251	5.208	22.005	0.523	-0.109	-0.196
O	13.847	9.469	23.811	-0.397	0.066	0.134
O	9.702	13.613	17.502	0.185	0.005	0.211
O	2.506	0.782	26.436	-0.16	0.158	0.216
O	13.431	1.926	17.521	-0.157	0.048	0.298
O	13.449	4.44	18.306	-0.143	-0.16	0.46
O	13.407	7.086	18.239	-0.304	-0.053	0.472
O	13.44	9.605	17.442	-0.107	0.029	0.361
O	2.593	11.582	27.984	-0.579	0	-0.345
O	13.361	12.147	18.175	-0.118	-0.122	0.297
O	12.467	5.622	25.415	-0.022	0.206	0.417
O	0.594	15.129	22.318	-0.112	0.2	-0.419
O	2.371	8.469	24.251	0.504	-0.127	0.114
O	-0.39	5.458	25.275	0.492	-0.192	-0.153
O	2.9	0.622	21.277	-0.435	0.335	-0.635
O	0.417	0.251	24.882	0.027	-0.475	0.061
O	5.05	0.578	27.29	-0.036	-0.309	0.334
O	-0.925	6.786	27.621	0.217	-0.062	0.153
O	1.985	2.262	24.272	-0.169	0.043	-0.368
O	5.559	8.302	18.235	-0.157	-0.054	0.432
O	0.385	9.42	25.664	0.034	0.304	-0.056
O	10.165	2.248	20.537	0.602	0.293	0.137
O	5.12	-0.016	22.492	0.707	0.019	-0.17
O	7.813	4.858	24.211	-0.26	-0.153	-0.144
O	11.249	10.682	25.896	-0.269	-0.489	0.27
O	9.082	12.573	29.028	0.136	-0.375	-0.111
O	2.851	0.7	30.015	0.318	-0.109	-0.3
O	9.481	0.451	22.208	-0.183	-0.255	-0.49
O	7.79	6.971	25.814	0.385	-0.013	-0.151
O	13.215	14.806	18.38	-0.419	0.093	0.345
O	13.88	8.064	21.578	0.321	-0.027	-0.197
O	13.846	11.144	25.851	0.524	0.404	0.141
O	10.814	9.334	23.557	0.475	0.03	-0.072
O	8.698	13.547	22.901	-0.266	0.124	-0.288
O	12.14	13.044	25.237	-0.443	0.48	0.112
O	5.948	5.088	26.025	-0.042	0.289	0.544
O	9.259	11.574	21.334	-0.143	0.074	0.097
O	5.498	5.139	29.131	0.035	0.529	-0.287
O	11.495	7.172	22.151	-0.281	0.102	-0.462
O	9.647	5.798	17.344	0.086	0.022	0.13
O	5.901	6.676	24.041	-0.142	0.21	0.212
O	3.032	9.345	29.223	0.525	-0.443	0.119
O	8.919	7.717	22.539	-0.512	0.29	0.326
O	2.06	2.867	31.289	-0.16	-0.253	-0.07
O	12.287	15.005	27.419	-0.061	-0.087	-0.061
O	6.083	11.812	31.075	0.179	-0.061	-0.368
O	10.394	4.416	24.301	0.257	-0.356	-0.036
O	5.577	8.338	22.135	0.565	-0.02	-0.115
O	7.304	11.741	27.201	0.376	0.053	-0.45
O	9.694	11.332	18.672	-0.397	-0.119	0.45
O	10.425	7.011	24.545	-0.053	0.132	0.121
O	0.442	9.355	30.029	0.018	-0.219	-0.615
O	7.027	9.147	27.04	-0.249	-0.314	0.265
O	7.563	1.125	26.522	0.072	0.254	-0.2
O	5.545	2.528	25.62	-0.109	-0.068	-0.502
O	8.954	2.822	22.872	-0.321	-0.184	0.362
O	7.187	11.37	22.925	-0.085	-0.203	-0.469
O	4.126	2.968	29.73	0.319	-0.089	0.449
O	13.309	8.611	26.21	-0.438	-0.175	-0.202
O	9.625	3.985	31.127	0.064	-0.007	-0.515
O	7.698	1.965	19.553	-0.099	-0.049	0.388
O	13.639	5.878	23.056	0.503	0.106	-0.023
O	13.965	14.083	23.682	0.327	-0.166	-0.146
O	2.248	10.809	31.229	0.294	0.076	-0.462
O	10.243	5.653	29.166	0.2	-0.133	-0.392
O	11.383	13.682	29.637	0.278	0.373	0.393
O	10.097	0.897	26.972	-0.274	0.367	0.414
O	9.435	8.392	17.972	0.219	0.417	0.163
O	13.038	5.827	20.501	-0.575	-0.182	0.094
O	13.275	1	30.024	-0.427	-0.015	-0.015
O	13.42	5.594	31.789	0.134	-0.014	-0.195
O	13.764	8.17	31.266	-0.145	0.067	-0.114
O	11.858	7.284	27.943	-0.063	0.21	0.182
O	7.852	5.69	30.171	0.156	0.088	-0.32
O	2.243	5.449	32.004	-0.058	0.085	-0.615
O	8.75	6.977	20.044	0.177	-0.609	-0.098
O	0.31	0.18	30.317	0.073	0.442	0.097
O	6.003	10.93	18.154	0.271	-0.077	0.52
O	3.774	4.202	24.66	-0.211	0.304	0.099
O	4.999	9.972	20.255	-0.434	0.195	-0.21
O	13.577	9.047	28.82	-0.214	0.275	-0.41
O	2.142	12.115	18.38	0.451	-0.105	0.335
O	13.915	1.215	23.314	-0.069	0	-0.346
O	6.674	13.488	29.005	-0.129	0.356	-0.298
O	0.639	9.305	22.409	0.098	0.478	-0.215
O	5.735	3.242	18.344	0.067	-0.118	0.382
O	6.23	2.756	28.149	0.695	0.104	0.193
O	9.562	3.356	18.287	0.113	0.132	0.307
O	4.215	12.918	29.626	-0.116	-0.052	0.343
O	2.942	14.005	22.981	-0.275	-0.259	0.213
O	5.716	5.76	17.474	-0.087	0.119	0.567
O	4.23	6.027	22.138	0.085	-0.376	-0.257
O	2.83	9.292	26.635	0.097	-0.21	-0.062
O	0.051	13.599	18.77	-0.034	0.059	-0.146
O	2.281	8.088	31.356	0.038	0.076	-0.109
O	12.399	12.23	22.739	-0.269	-0.252	0.024
O	-0.862	2.969	28.635	0.098	-0.017	-0.055
O	3.549	13.857	27.206	0.179	-0.182	-0.438
O	13.778	10.775	30.962	-0.166	0.133	-0.518
O	6.131	4.147	31.415	-0.102	-0.028	-0.246
O	10.197	11.792	31.195	0.476	0.099	-0.129
O	3.071	8.987	21.726	-0.292	0.1	-0.526
O	13.504	13.169	20.533	0.168	0.449	0.434
O	14.047	10.694	21.433	0.505	0.128	-0.261
O	4.123	2.441	22.731	0.247	0.161	-0.033
O	1.683	6.851	22.357	-0.574	-0.154	0.278
O	4.324	15.042	24.969	0.403	0.075	-0.225
O	1.825	13.772	29.227	-0.264	-0.065	-0.18
O	6.85	6.164	21.645	-0.13	-0.33	-0.318
O	9.278	7.797	27.755	-0.182	0.47	0.55
O	5.726	6.78	31.189	-0.411	-0.035	-0.285
O	5.91	1.537	32.044	-0.067	-0.05	-0.132
O	5.907	10.821	25.197	-0.277	0.02	-0.012
O	8.432	14.136	27.068	0.187	0.034	0.072
O	5.917	9.291	31.966	-0.119	0.186	-0.221
O	5.831	0.598	18.247	0.059	-0.212	0.451
O	9.39	14.305	31.11	-0.569	-0.143	-0.16
O	13.905	13.969	29.17	0.378	-0.53	-0.53
O	11.701	11.293	20.385	0.279	0.065	-0.072
O	2.254	4.298	22.582	-0.682	-0.202	-0.222
O	9.737	1.465	31.934	0.23	-0.037	-0.354
O	4.052	3.93	27.282	-0.514	0.07	-0.109
O	9.941	6.602	31.485	0.452	-0.245	-0.378
O	5.751	14.428	31.196	0.166	0.18	-0.187
O	7.514	9.304	19.601	0.011	0.086	0.523
O	5.329	13.014	23.772	0.319	-0.014	-0.085
O	1.954	13.639	20.58	0.312	-0.544	0.238
O	10.015	9.31	20.306	0.493	-0.315	0.56
O	11.257	14.487	23.365	0.149	0.269	-0.071
O	1.724	2.677	28.696	-0.079	0.007	-0.109
O	10.218	5.577	26.679	-0.242	-0.402	-0.012
O	0.727	4.786	27.532	0.36	0.189	0.054
O	9.53	11.467	24.071	-0.093	0.17	0.44
O	9.085	9.292	25.537	0.129	0.134	0.023
O	9.879	9.242	31.988	-0.143	-0.118	-0.537
O	4.683	10.696	22.835	-0.281	0.156	-0.044
O	2.516	5.532	20.278	0.35	-0.359	-0.008
O	12.717	3.467	30.439	-0.205	0.03	-0.356
O	12.231	1.454	25.437	0.002	-0.206	0.021
O	12.116	2.203	28.028	-0.338	0.253	-0.12
O	4.938	10.506	27.652	0.094	0	0.309
O	12.387	12.337	27.686	-0.057	-0.315	0.239

Results
total energy: -106495.610 eV
total energy less fixed offsets of O -438.35, Si -107.03 eV per atom: -0.100 eV
